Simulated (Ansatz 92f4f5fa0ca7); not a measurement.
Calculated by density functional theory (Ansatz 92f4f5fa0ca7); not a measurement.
Periodic cell of 225 atoms, Si135O82H8, from a study of silicon, its oxide and their interface. The atomic structure is a simulated model.
Doubt: the cutoff is low for norm-conserving oxygen, so forces and energies are approximate.
Doubt: the program's own warning below bears on the result.
This geometry differs little from another in the collection (a relaxation step or a small displacement).

Settings
functional: HSE06
potential files: SPMS norm-conserving
basis: plane waves
wave-function cutoff: 800 eV
density cutoff ratio: 4
exchange-correlation grid ratio: 1
k mesh: 1 x 1 x 1, Gamma-centred
occupations: fixed
spin: none
net charge: 0

Cell vectors (angstrom)
a, 10.938, 0, 0
b, 0, 10.938, 0
c, 0, 0, 31.807

Atoms: element, x, y, z (angstrom)
Si, 0.4809, 10.4272, 24.4731
Si, 5.9264, 10.3921, 24.477
Si, 2.2456, 3.1774, 24.3563
Si, 7.5016, 3.0923, 24.22
Si, 0.3686, 5.0072, 24.3075
Si, 5.9194, 5.0269, 24.4624
Si, 2.1977, 8.6797, 24.4796
Si, 7.6798, 8.6751, 24.4797
Si, 1.3614, 1.3659, 25.6512
Si, 6.7818, 1.3399, 25.6587
Si, 4.0446, 4.1099, 25.6418
Si, 9.4833, 4.0052, 25.4886
Si, 1.301, 6.8013, 25.639
Si, 6.8393, 6.8201, 25.7204
Si, 4.0695, 9.5373, 25.6807
Si, 9.5466, 9.5685, 25.6688
Si, 2.7721, 0.0444, 27.0296
Si, 8.2359, 0.0494, 27.0272
Si, -0.0662, 2.7075, 26.9836
Si, 5.4094, 2.7119, 27.0218
Si, 2.7409, 5.5133, 27.018
Si, 8.2698, 5.4536, 26.9992
Si, -0.0543, 8.1637, 27.0277
Si, 5.4241, 8.1614, 27.0492
Si, 4.1018, 1.3673, 28.3888
Si, 9.5708, 1.3673, 28.3888
Si, 1.3673, 4.1018, 28.3888
Si, 6.8362, 4.1018, 28.3888
Si, 4.1018, 6.8362, 28.3888
Si, 9.5708, 6.8362, 28.3888
Si, 1.3673, 9.5708, 28.3888
Si, 6.8362, 9.5708, 28.3888
Si, 0, 0, 29.756
Si, 5.469, 0, 29.756
Si, 2.7345, 2.7345, 29.756
Si, 8.2035, 2.7345, 29.756
Si, 0, 5.469, 29.756
Si, 5.469, 5.469, 29.756
Si, 2.7345, 8.2035, 29.756
Si, 8.2035, 8.2035, 29.756
Si, 1.3673, 1.3673, 31.1233
Si, 6.8362, 1.3673, 31.1233
Si, 4.1018, 4.1018, 31.1233
Si, 9.5708, 4.1018, 31.1233
Si, 1.3673, 6.8362, 31.1233
Si, 6.8362, 6.8362, 31.1233
Si, 4.1018, 9.5708, 31.1233
Si, 9.5708, 9.5708, 31.1233
Si, 2.7345, 0, 0.6835
Si, 8.2035, 0, 0.6835
Si, 0, 2.7345, 0.6835
Si, 5.469, 2.7345, 0.6835
Si, 2.7345, 5.469, 0.6835
Si, 8.2035, 5.469, 0.6835
Si, 0, 8.2035, 0.6835
Si, 5.469, 8.2035, 0.6835
Si, 4.1018, 1.3673, 2.0507
Si, 9.5708, 1.3673, 2.0507
Si, 1.3673, 4.1018, 2.0507
Si, 6.8362, 4.1018, 2.0507
Si, 4.1018, 6.8362, 2.0507
Si, 9.5708, 6.8362, 2.0507
Si, 1.3673, 9.5708, 2.0507
Si, 6.8362, 9.5708, 2.0507
Si, 0, 0, 3.418
Si, 5.469, 0, 3.418
Si, 2.7345, 2.7345, 3.418
Si, 8.2035, 2.7345, 3.418
Si, 0, 5.469, 3.418
Si, 5.469, 5.469, 3.418
Si, 2.7345, 8.2035, 3.418
Si, 8.2035, 8.2035, 3.418
Si, 1.3968, 1.4563, 4.8018
Si, 6.8942, 1.3872, 4.7572
Si, 4.0687, 4.0592, 4.8273
Si, 9.5557, 4.0984, 4.8033
Si, 1.4545, 6.8296, 4.8011
Si, 6.8538, 6.8914, 4.7941
Si, 4.0688, 9.5109, 4.7974
Si, 9.5386, 9.5322, 4.7558
Si, 2.773, 0.05, 6.1096
Si, 8.2209, -0.0096, 6.127
Si, 0.0171, 2.8176, 6.2393
Si, 5.5454, 2.7321, 6.1431
Si, 2.7414, 5.4248, 6.2982
Si, 8.2867, 5.5876, 6.1496
Si, 0.0715, 8.2508, 6.0795
Si, 5.4394, 8.1708, 6.2266
Si, 4.6411, 0.8821, 7.3333
Si, 10.0782, 0.8865, 7.3325
Si, 0.8212, 4.6739, 7.6549
Si, 6.5724, 4.5236, 7.3472
Si, 4.6981, 6.1915, 7.4876
Si, 10.0432, 6.6229, 7.4772
Si, 0.9133, 10.1262, 7.2868
Si, 6.3549, 10.0686, 7.3465
H, 9.7364, 1.1719, 8.7546
H, 1.2535, 9.7777, 8.6905
H, 4.2789, 1.1966, 8.7445
H, 6.6926, 9.7756, 8.7663
O, 4.3725, 6.266, 9.1108
O, 7.3015, 4.0923, 8.7881
O, 9.6173, 7.5034, 8.8383
O, 1.0616, 4.2384, 9.2518
H, 5.6075, 10.727, 23.0573
H, 8.0105, 8.3439, 23.0639
H, 0.1565, 10.7574, 23.0532
H, 2.5561, 8.3874, 23.0661
O, 5.6127, 5.6966, 22.9973
O, 7.3464, 2.5086, 22.6546
O, 10.7396, 5.5875, 22.8657
O, 2.8207, 2.585, 22.9204
Si, 9.939, 0.9119, 19.7923
Si, 4.111, 5.1369, 13.2532
Si, 5.5975, 8.5255, 12.3019
Si, 1.4499, 3.6432, 10.7046
Si, 4.8632, 1.3458, 19.4488
Si, 6.9457, 4.246, 10.3473
Si, 2.4002, 5.273, 17.8083
Si, 10.0054, 8.4034, 17.4974
Si, 10.2656, 6.1304, 21.4199
Si, 2.1909, 1.0366, 14.8216
Si, 3.0415, 7.6864, 16.3328
Si, 0.668, 3.7526, 19.7366
Si, 9.9729, 6.4931, 15.2116
Si, 8.436, 3.7082, 12.9156
Si, 6.5999, 2.1338, 14.9602
Si, 1.2125, 5.642, 13.2378
Si, 8.0264, 4.8729, 17.142
Si, 4.404, 2.9564, 11.3753
Si, 4.0266, 6.8865, 10.5359
Si, 9.7087, 8.291, 10.2428
Si, 8.7061, 1.7724, 17.0503
Si, 4.988, 5.5746, 21.5288
Si, 7.5616, 2.2399, 21.0608
Si, 7.8681, 6.5161, 12.0025
Si, 5.732, 6.1628, 15.7049
Si, 7.2105, 8.6443, 16.5316
Si, 4.6284, 9.3214, 18.2555
Si, 4.0812, 2.8411, 16.6672
Si, 8.8504, 10.6849, 11.6504
Si, 3.2417, 7.4058, 20.0213
Si, 3.0956, 9.2934, 13.777
Si, 1.5227, 8.1454, 11.5316
Si, 0.0048, 1.8613, 12.5385
Si, 0.3472, 8.7513, 20.1809
Si, 10.7088, 10.8749, 15.9644
Si, 3.2196, 2.9725, 21.4111
Si, 7.7106, 5.2614, 20.1591
Si, 6.1799, 0.6659, 12.2588
Si, 8.9866, 9.1963, 14.2817
O, 4.5009, 8.5304, 13.4922
O, 1.9806, 8.4624, 20.1929
O, 2.2467, 9.308, 12.3924
O, 6.4873, 5.0541, 16.6262
O, 10.7878, 5.0251, 20.3314
O, 7.5229, 3.2087, 14.159
O, 6.1719, 5.6941, 20.4273
O, 8.3924, 8.2881, 17.582
O, 0.0829, 5.5562, 14.3977
O, 3.7499, 1.696, 20.575
O, 6.791, 7.3665, 15.6541
O, 4.9925, 1.464, 11.5104
O, 3.335, 8.9709, 17.3114
O, 4.1298, 5.9101, 11.8297
O, 8.444, 5.3394, 12.9777
O, 7.8495, 3.4238, 11.4179
O, 3.4989, 4.2971, 17.0989
O, 4.6686, 10.7453, 19.0025
O, 2.9027, 6.099, 19.1149
O, 4.3692, 4.0944, 21.3917
O, 5.3364, 2.8556, 15.6493
O, 8.9722, 5.5201, 16.0106
O, 0.5833, 2.3534, 11.1135
O, 5.427, 3.7629, 10.4532
O, 10.8952, 2.2644, 19.6768
O, 8.9991, 0.9622, 18.4379
O, 4.4349, 6.8693, 16.3263
O, 7.382, 1.3976, 16.1849
O, 10.7449, 7.71, 21.3367
O, 6.188, 1.0637, 13.8248
O, 2.0264, 6.5053, 16.8068
O, 7.8814, 9.5964, 15.4059
O, 3.8449, 6.7242, 21.371
O, 7.0696, 5.7915, 10.7908
O, 5.975, 9.2531, 17.3546
O, 2.6603, 5.3792, 13.9313
O, 4.5653, 2.1638, 18.0661
O, 10.7003, 8.0206, 18.8731
O, 2.9517, 2.1257, 15.7369
O, 5.2892, 5.5672, 14.264
O, 0.281, 8.6583, 10.6751
O, 1.0399, 7.1178, 12.6567
O, 10.5987, 7.4523, 16.3525
O, 7.6402, 0.8185, 11.5478
O, 8.5392, 3.3501, 17.3309
O, 4.5133, 8.2051, 19.4133
O, 6.8085, 7.5316, 12.6905
O, 7.9196, 3.6767, 20.413
O, 1.1918, 4.2772, 18.2755
O, 10.1916, 0.5005, 12.1205
O, 3.2085, 10.8601, 14.1973
O, 1.1641, 4.6835, 11.927
O, 4.3233, 3.5783, 12.8739
O, 8.6573, 6.1114, 21.17
O, 10.746, 10.3751, 20.1268
O, 5.0232, 8.098, 10.8604
O, 8.1067, 5.5457, 18.6125
O, 10.3065, 10.0536, 14.6385
O, 2.9765, 3.1138, 10.6654
O, 2.4935, 8.3559, 14.9633
O, 8.9789, 9.7572, 10.3117
O, 1.3297, 0.2271, 15.9069
O, 5.9108, 10.0559, 12.0996
O, 8.5053, 9.6663, 12.8452
O, 1.1904, 1.6493, 13.6613
O, 9.8678, 2.9689, 13.0699
O, 9.0991, 7.3095, 11.3608
O, 6.3042, 1.6491, 20.1744
O, 1.9184, 3.5784, 20.7176
O, 9.2765, 7.6019, 14.2391
O, 9.9527, 1.3599, 16.1006
O, 10.4174, 9.932, 17.2206
O, 8.8376, 1.2166, 20.9564
O, 2.5135, 7.4403, 10.4736

Results
free energy: -52154.348 eV
free energy less fixed offsets of H -15.86, O -447.96, Si -113.29 eV per atom: -0.598 eV
gap between the highest filled and lowest empty level on this k mesh: 1.508 eV

The program warned: the cutoff lies below the one the program advises for these potential files; the model core charge is not resolved on the grid; the forces do not sum to zero within the program's tolerance; the exchange-correlation potential is rough where the density is thin.
